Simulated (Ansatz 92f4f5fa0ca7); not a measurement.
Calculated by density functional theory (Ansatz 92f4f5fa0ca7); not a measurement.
Periodic cell of 256 atoms, Si144O112, from a study of silicon, its oxide and their interface. The atomic structure is a simulated model.
This geometry differs little from another in the collection (a relaxation step or a small displacement).

Settings: functional r2SCAN; potential files Ansatz PAW; basis plane waves; wave-function cutoff 800 eV; density cutoff ratio 5; exchange-correlation grid ratio 1; k mesh 1 x 1 x 1, shifted by 0.5 0.5 0 of a step; self-consistency stop 1e-10 eV per atom in the density residual; occupations fixed; spin none; net charge 0.

Cell vectors (angstrom)
a	10.887	0	0
b	0	10.887	0
c	0	0	36.9709

Atoms and the computed forces on them: element, x, y, z (angstrom), force x, y, z (eV/angstrom)
Si	-0.0366	-0.1855	-0.1517	-0.0003	-0.0021	-0.0041
Si	2.8567	2.781	0.1601	0.0002	-0.0014	-0.0042
Si	-0.5024	5.9435	-0.0004	0	-0.0001	-0.0021
Si	3.2705	7.6449	-0.0798	-0.0015	0.0015	-0.0019
Si	6.0384	-0.5843	0.0895	-0.002	-0.0004	-0.0043
Si	7.6096	3.2213	-0.0154	-0.0002	0.0009	-0.0043
Si	5.421	5.4173	0.4127	-0.0009	-0.0007	-0.0019
Si	8.2193	8.1222	0.4566	0.0014	-0.0007	-0.0022
Si	1.3626	1.2719	1.1791	-0.0011	-0.0009	0.0007
Si	4.0667	4.0372	1.6707	-0.0008	0.0008	0.0011
Si	1.3978	6.7928	1.2087	-0.0012	-0.001	0.0002
Si	4.2487	9.3307	1.3072	-0.0011	-0.0003	-0.0014
Si	6.8394	1.3404	1.2815	-0.0004	-0.0001	0.0028
Si	9.386	4.1864	1.2712	-0.001	-0.0005	0.0012
Si	6.8119	6.7636	1.6867	-0.0008	0.0003	-0.0008
Si	9.6721	9.5388	1.5303	-0.0002	-0.0013	-0.0005
Si	-0.037	2.7191	2.549	-0.0009	-0.0015	-0.0013
Si	2.7816	-0.0903	2.5661	-0.0004	-0.0023	-0.001
Si	0.1634	8.1311	2.7518	0.0001	-0.0011	-0.0007
Si	2.6199	5.4631	2.7876	-0.0011	-0.0001	0.0008
Si	5.4857	2.5852	2.8054	0.0011	-0.0017	0.0019
Si	8.2416	0.0872	2.7431	-0.0009	-0.0006	-0.0007
Si	5.4397	8.1497	2.9218	-0.001	-0.001	0.0014
Si	8.2013	5.3797	2.8947	0.0006	-0.0009	0.0027
Si	1.2806	4.0443	4.0537	-0.0008	0.0013	0.0011
Si	4.0621	1.2576	4.0632	0.0001	-0.0012	0.0006
Si	1.4656	9.5188	4.0748	-0.0004	-0.0013	0.0001
Si	4.0248	6.7834	4.1745	-0.001	-0.0006	0.0003
Si	6.8187	3.9929	4.1631	-0.0004	-0.001	0.0012
Si	9.575	1.423	4.088	-0.001	-0.0004	0.0003
Si	6.8499	9.5837	4.1163	-0.0001	0	-0.0009
Si	9.6098	6.7991	4.1039	-0.0012	-0.0008	-0.0011
Si	0.0527	-0.0012	5.3908	-0.0009	-0.0015	0.0007
Si	2.7004	2.6792	5.3778	0.0002	0.0007	0.0006
Si	-0.0073	5.4195	5.4862	-0.0004	-0.0004	0.0004
Si	2.7286	8.1772	5.5265	-0.001	-0.0011	0
Si	5.4412	-0.0094	5.4864	-0.0003	-0.0008	0.0007
Si	8.1962	2.702	5.5227	-0.0001	-0.0009	0.0007
Si	5.4299	5.3944	5.4543	-0.0006	-0.0003	-0.0003
Si	8.2155	8.173	5.4193	0.0007	-0.0008	0.0005
Si	1.3723	1.3459	6.7804	-0.0009	-0.0014	-0.0004
Si	4.0587	4.0353	6.7786	-0.0007	-0.0001	0.0004
Si	1.3395	6.8051	6.8367	-0.0007	-0.0007	-0.0005
Si	4.0956	9.5285	6.863	-0.0009	-0.001	0.0001
Si	6.7904	1.3582	6.8487	-0.0007	-0.0008	0.0004
Si	9.5144	4.1011	6.8639	-0.0009	-0.0009	0
Si	6.8245	6.7964	6.7566	-0.0002	-0.0011	0.001
Si	9.5562	9.5382	6.7704	0.0004	-0.001	0.0001
Si	0.0078	2.6975	8.1339	-0.0003	-0.0003	-0.0002
Si	2.7204	0.0288	8.1935	-0.0005	0	0.0005
Si	-0.0238	8.1874	8.1862	-0.0004	-0.0007	-0.0003
Si	2.7088	5.4091	8.1264	-0.0007	0	0.0002
Si	5.4208	2.7333	8.2002	0.0002	-0.0007	0.0008
Si	8.1766	-0.0231	8.1422	-0.0009	0	0.0002
Si	5.4809	8.1424	8.1341	0	-0.0005	0.0004
Si	8.1305	5.4654	8.197	-0.0004	-0.0001	0.0008
Si	1.3701	4.034	9.4866	-0.001	-0.0003	0.0003
Si	4.065	1.3878	9.5823	-0.0006	-0.0002	0.0003
Si	1.3171	9.5858	9.5398	0.0001	-0.0002	-0.0004
Si	4.0911	6.7771	9.4319	-0.0008	-0.0003	0.0003
Si	6.7633	4.1133	9.5757	0.0002	-0.0004	0.0004
Si	9.4981	1.3802	9.4812	-0.0007	-0.0003	0.0004
Si	6.8138	9.5131	9.4992	-0.0009	-0.0008	0.0004
Si	9.4932	6.828	9.5503	-0.0006	-0.0009	0.0001
Si	-0.0528	0.1074	10.908	-0.0001	-0.0004	0.0002
Si	2.6956	2.7549	10.9625	-0.0005	0.0004	0
Si	-0.0207	5.366	10.7936	-0.0006	-0.0015	0
Si	2.7507	8.1666	10.7344	0.0004	-0.0002	0
Si	5.4789	0.008	10.86	-0.0005	-0.0007	0.0005
Si	8.1549	2.7082	10.8785	-0.0009	-0.0001	0.0001
Si	5.3504	5.4692	10.9115	-0.0012	-0.0003	0.0004
Si	8.1221	8.1908	10.9204	-0.0002	0.0001	0.0012
Si	1.2786	1.4669	12.3422	-0.0011	0.0001	0
Si	4.0339	4.122	12.3585	0	0	0.0006
Si	1.4261	6.7252	11.988	0	-0.0006	-0.0001
Si	4.0772	9.5149	12.1183	-0.0002	-0.001	-0.001
Si	6.8005	1.3739	12.2745	-0.0002	-0.001	0.0003
Si	9.539	4.0382	12.2348	-0.0005	-0.001	0
Si	6.6968	6.8343	12.2451	-0.0008	-0.0002	0.0001
Si	9.4504	9.6416	12.2257	-0.0005	0.0006	-0.001
Si	-0.015	2.8412	13.8613	-0.0002	0.0001	0
Si	2.6925	-0.0236	13.4436	-0.0004	0.0001	-0.0003
Si	0.0417	8.1214	13.1505	0.0001	0.0005	-0.0018
Si	2.6346	5.5429	13.6521	-0.0005	-0.001	0.0005
Si	5.4187	2.7195	13.6703	-0.0001	0	0.0003
Si	8.137	0.0681	13.7538	-0.0005	0.0002	-0.0008
Si	5.3709	8.2359	13.6168	0.0001	-0.0006	0.0005
Si	8.0335	5.3534	13.4547	-0.0013	-0.0016	-0.0006
Si	0.9087	4.7518	15.0833	0.0004	0.0014	0.0029
Si	4.1266	1.143	14.8506	-0.0013	0.0012	0.0048
Si	1.5198	9.2005	14.5577	-0.001	0.0012	0.0042
Si	3.791	7.1215	14.9537	0.0001	-0.0014	0.0049
Si	7.0398	3.8392	14.9956	-0.0009	0.0003	0.0033
Si	9.3022	1.6314	15.1595	0.0001	-0.0008	0.0043
Si	6.3832	9.881	14.9601	-0.0006	-0.0003	0.0046
Si	9.5396	6.7883	14.3948	-0.0004	-0.0002	0.0034
Si	20.2289	-13.2546	30.3466	-0.0004	0.0026	-0.0031
Si	1.6204	8.7276	18.6069	0.0007	-0.0005	0.0081
Si	27.6052	-1.0585	28.3243	-0.0006	0.0025	-0.0031
Si	-11.3324	1.8924	24.0453	0.0004	0	-0.0006
Si	21.4631	10.3439	16.8921	0.0016	-0.0025	0.0076
Si	20.9759	-2.4509	25.895	0.0006	0.0014	-0.0016
Si	24.1699	-10.1046	24.2903	-0.0007	-0.0007	0.0007
Si	35.3021	-1.1972	31.7698	0.0004	0.0006	-0.0042
Si	20.4391	-15.1312	28.186	0.001	0.0033	-0.0029
Si	24.8155	-15.4781	22.9807	0.0003	-0.0001	0.0015
Si	26.0708	11.7661	35.1442	-0.0018	0.0009	-0.0047
Si	36.0339	2.5577	17.4788	0.0003	-0.0002	0.007
Si	2.0823	-1.3295	34.7801	0	0	-0.0024
Si	39.3855	-1.1088	31.1537	-0.0009	0.0004	-0.0042
Si	31.6588	-10.4988	29.4728	0.0004	0.0039	-0.0028
Si	23.6115	-10.3701	29.3536	0.0007	0	-0.0032
Si	16.3735	1.9489	19.5534	0.0002	0	0.0045
Si	43.112	-4.9141	30.7577	-0.0014	0.0017	-0.0032
Si	15.9775	-5.6921	17.0934	0.0007	-0.0015	0.0071
Si	20.3375	-19.9132	35.0472	-0.0002	-0.002	-0.0054
Si	25.0131	-8.9583	21.4739	-0.0002	-0.0002	0.0001
Si	6.0906	-4.9134	22.3794	0.0003	0.0006	0.0025
Si	22.9648	-7.0344	32.1295	-0.0004	0.0005	-0.0041
Si	19.7192	-4.4238	18.8517	0.0003	-0.001	0.0058
Si	36.3033	-19.0614	30.4759	-0.0006	0.0017	-0.0042
Si	8.3143	-11.0913	26.9876	-0.0001	0.0009	-0.002
Si	12.3506	-18.3186	19.6126	0.0004	0.0002	0.0043
Si	18.4719	-6.44	27.8323	-0.0001	0.0018	-0.0026
Si	38.0271	-5.8467	29.6855	-0.0006	0.001	-0.0029
Si	5.033	-10.0334	32.3471	-0.0001	0.0009	-0.0037
Si	-4.4762	10.6407	20.942	0	0.0004	0.0036
Si	11.7352	4.0497	35.1456	0.002	0.0002	-0.0055
Si	39.223	-6.1602	19.6069	0.0007	-0.0002	0.0061
Si	13.075	-13.0007	24.7911	0.0012	0.001	0
Si	51.5819	-19.3615	25.4828	0.0005	0	-0.0007
Si	31.2135	-19.7579	32.0471	-0.0016	0.0001	-0.0061
Si	14.2325	-11.7667	20.5856	0.0007	0.0007	0.002
Si	33.6199	-15.895	17.934	-0.0002	0.0003	0.0076
Si	14.2145	-0.342	26.8391	0.0003	0.0025	-0.0023
Si	26.3774	-13.8189	30.2872	0.0003	-0.0056	-0.0037
Si	40.622	4.1849	30.7485	-0.0005	0.0019	-0.0029
Si	21.0592	-7.5166	21.4925	0.0006	0.0007	0.0031
Si	-13.9207	8.0289	21.2734	-0.001	0.0004	0.0032
Si	-2.6845	19.3298	16.7471	0.0012	-0.0019	0.0058
Si	19.4999	6.841	23.8432	0.0018	0.0001	-0.0002
Si	0.2345	-5.0677	22.7965	0.0002	0.0006	0.0015
Si	34.2574	-3.0301	21.2975	0	-0.0002	0.0026
Si	29.7833	-20.039	22.7291	0.0006	0.0015	0.0006
O	-6.5035	6.448	-0.4056	0	-0.0016	-0.0003
O	10.0005	0.9492	-20.4529	-0.0016	0.0005	-0.0015
O	0.7275	9.8115	-1.3172	-0.0018	0.0001	0.0032
O	35.4377	-4.1566	-15.5463	0.0004	0.0013	-0.0012
O	21.761	-18.8428	-16.8814	0.0004	0.0005	-0.0013
O	14.0691	-2.4838	-6.0357	0.0002	0.0011	0.0007
O	0.0133	5.383	-1.4565	-0.001	-0.0001	0.0023
O	6.4484	4.3554	-0.3714	-0.0011	0.0001	0.0038
O	3.0556	-1.7848	-10.8422	0	0.0011	0.0002
O	12.7614	-1.5625	-3.8009	-0.0004	0.0007	0.0057
O	7.5322	9.5131	-16.1922	0.0002	0.0006	-0.0008
O	-0.535	7.548	-5.8026	0.0007	0.0008	0.0009
O	-8.8453	-7.0276	-0.7624	0.0008	-0.0013	0.0023
O	19.0511	2.9701	-5.191	0.0004	0.0007	0.0012
O	26.574	1.5572	-3.1959	-0.0007	0	0.0039
O	31.084	-12.3229	17.3394	-0.0006	0.0002	-0.0023
O	0.4207	9.8479	15.5577	0.001	-0.0023	-0.0053
O	3.9764	4.0245	17.1743	-0.0003	0.0008	-0.0041
O	4.9667	-2.3492	28.8029	0	-0.0008	0.0018
O	3.2126	12.6509	16.0761	0.001	-0.0021	-0.0045
O	18.343	3.4494	26.5735	0.0013	0.0016	0.0019
O	28.0307	-16.9141	21.202	0.0005	0.0001	-0.0023
O	11.4874	8.52	25.0786	0.0006	0.0003	-0.0005
O	8.7679	-3.0745	15.3853	0.0012	-0.0012	-0.0028
O	32.2303	-5.9123	21.5644	0.0003	0	-0.0015
O	6.8507	-1.6503	16.3914	-0.0018	0.0013	-0.0031
O	28.1944	3.1856	19.2037	0.0006	0.0001	-0.003
O	13.6464	11.5161	20.6314	0.0002	0.0001	-0.0042
O	8.6466	-2.9304	22.6699	-0.0003	0.0013	-0.0032
O	3.1826	0.8418	25.7164	-0.0003	-0.0002	-0.0002
O	33.5088	-2.7627	19.9053	0.0023	0.0002	-0.0032
O	17.2816	-0.4136	29.7107	0	0.001	0.0022
O	3.0706	9.3084	19.1214	-0.0013	-0.0006	-0.0025
O	13.5326	-2.6261	15.3202	-0.0003	0.0008	-0.0002
O	2.3244	-0.7734	23.897	-0.0002	0.0006	-0.0011
O	13.31	14.0992	20.9099	-0.0001	0.0006	-0.0015
O	0.4595	7.3674	22.3265	0.0004	0.0003	0.0002
O	5.5553	5.5596	18.6162	-0.0007	0.0002	-0.0048
O	10.5335	5.7782	15.186	-0.0012	-0.0004	-0.0022
O	31.1436	-20.8806	30.9075	-0.0008	0	0.0001
O	-3.6533	5.9692	23.5796	0.0004	0	-0.001
O	11.7628	-20.5529	24.6182	0.0002	-0.001	-0.0025
O	21.0557	-1.2012	29.606	-0.0012	0.0015	0.0017
O	13.7713	-14.2468	24.0345	0.0011	0	0.0002
O	6.9069	11.5972	22.1659	-0.0003	0.0003	-0.0008
O	13.8251	1.6744	29.4799	0.0018	0.0017	0.003
O	26.6742	-0.8607	21.085	0.0003	0.0006	-0.0044
O	21.8231	2.8601	22.8399	0.0003	-0.0001	-0.0028
O	12.2015	-6.0014	16.679	-0.0004	-0.001	-0.0056
O	27.5254	-13.2867	31.3047	0.0005	0.003	0.001
O	17.3437	-27.9085	30.8559	0.0005	0.0012	0.0009
O	45.9563	-12.5701	21.6157	0.0009	0.0011	-0.0041
O	24.7167	10.9145	34.9512	0.0016	-0.0005	-0.0008
O	6.1465	-5.8068	28.2575	0.0002	0.0003	0.0021
O	7.7229	-31.7589	25.9781	0.0006	0.0007	0.0004
O	40.8822	-12.5779	31.2824	-0.0007	0.0027	-0.0004
O	6.3897	-3.5426	21.5426	0.0011	0.0004	-0.0004
O	9.6413	0.6075	36.0448	0	0.0001	0.0011
O	30.6115	-14.4257	20.1976	0.0008	-0.0007	-0.0037
O	10.262	6.1565	18.1812	0.0002	0.0002	-0.0001
O	12.6171	-16.4494	23.302	0.0001	0.0003	-0.0026
O	9.9191	5.855	23.8832	0.0013	0.0003	0.0001
O	31.421	-8.2642	25.2693	0.0001	0.0004	-0.0001
O	26.3716	-15.9708	23.0332	0.002	0.0005	-0.0006
O	30.5819	-10.2722	28.2999	0.0008	0.0026	0.0012
O	39.0757	-21.1374	19.5978	0.0006	0.0006	-0.0005
O	34.3359	29.1218	17.7134	0.0006	-0.0002	-0.0026
O	23.7541	2.6326	18.3086	0.0009	0.0002	-0.0043
O	17.2624	15.5294	16.2582	0.001	-0.0009	-0.0028
O	37.4653	-11.0397	27.4722	0.0006	-0.0001	-0.0001
O	20.1997	-9.9559	23.3358	0.0001	0.0011	-0.0021
O	8.1452	2.7016	35.4923	-0.001	0.0002	0.0056
O	22.5919	-0.8635	18.0295	-0.0016	0.0008	-0.0033
O	19.9345	-5.5928	31.1917	-0.0002	0.0014	0.0008
O	5.2496	-10.7979	15.4202	-0.0005	-0.0004	-0.0001
O	13.9429	-20.1145	23.0757	0.0005	0.0009	-0.0033
O	48.4287	-8.8893	31.2294	0.0001	-0.0006	0.0046
O	30.4162	-8.0985	21.6168	0.0007	0.0009	-0.0008
O	34.135	4.1595	33.6801	-0.0013	0.0005	0.0075
O	16.3733	-21.8718	35.6081	0.0027	-0.0018	0.0041
O	31.0837	-20.4024	33.5188	-0.0012	0.0023	0.0046
O	17.3321	0.0546	32.2473	-0.0006	0.0026	0.0017
O	23.2601	-5.8504	19.2265	0	0.002	-0.0043
O	18.7925	-3.6234	17.7907	-0.0015	0.002	-0.0034
O	4.4389	-4.416	16.3249	-0.0018	0.002	-0.0055
O	22.1461	-9.7429	29.1055	0.0004	0.0009	0.0017
O	14.7831	-0.2696	32.1517	0.0005	0.0018	0.001
O	8.1559	-8.127	15.5817	-0.0004	-0.0007	-0.0031
O	22.6008	-5.6272	31.4309	0.0006	0.0007	0.0024
O	15.6707	13.059	21.0182	0.0011	0.0009	-0.0017
O	12.6225	-11.2341	30.7312	0.0005	0.0005	0.0014
O	7.186	-1.7103	36.6574	-0.0003	0.0003	-0.0008
O	46.0909	-7.6484	31.5291	-0.0007	0.0022	0.0008
O	41.4642	-3.158	25.1781	0.0015	0.0001	-0.0019
O	19.4697	-5.248	27.3882	-0.0007	0.0003	0.0015
O	37.0674	1.7232	18.3902	-0.0003	0.0001	-0.0027
O	21.6661	13.6449	35.2132	-0.0003	0.0001	0.0012
O	24.0183	-11.2063	28.041	-0.0005	0.0028	0.0023
O	28.9152	-23.0384	27.384	-0.0004	0.0014	0.0009
O	32.617	-29.8383	31.943	-0.0007	0.0008	0.0003
O	52.205	-25.0659	29.1809	0.0015	0.0029	0.001
O	7.3713	2.5614	23.993	0.0003	0.0004	-0.001
O	32.1971	-25.1243	27.1889	0	-0.0002	0.0007
O	51.6404	-5.7973	19.2491	0.0006	0.0016	-0.0017
O	-1.644	-3.7957	36.601	0.0003	-0.0007	0.0033
O	31.3487	-0.9762	26.3276	0.0001	0.0007	0.0004
O	-6.8869	2.0256	36.2308	-0.0015	0.0003	0.0031
O	10.5886	27.6191	29.1447	0.0004	0.0013	0.0022
O	26.3571	-15.4019	30.1003	-0.0002	-0.0014	-0.001
O	2.8335	8.2712	35.4298	0.0008	-0.0025	0.0019
O	36.9083	-6.9919	29.59	0.0007	0.001	0.0018
O	29.9566	-18.0348	29.1847	-0.0002	0.0012	0.0019

Results
free energy: -155986.696 eV
free energy less fixed offsets of O -570.45, Si -639.56 eV per atom: 0.344 eV

The program warned: the cutoff lies below the one the program advises for these potential files; the forces do not sum to zero within the program's tolerance; empty levels may hold ghost states of the PAW files; the exchange-correlation potential is rough where the density is thin.
